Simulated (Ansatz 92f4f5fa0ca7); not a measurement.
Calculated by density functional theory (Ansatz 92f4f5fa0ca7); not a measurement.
Periodic cell of 252 atoms, Si144O100N8, from a study of silicon, its oxide and their interface. The atomic structure is a simulated model.
This geometry differs little from another in the collection (a relaxation step or a small displacement).

Settings
functional: r2SCAN
potential files: Ansatz PAW
basis: plane waves
wave-function cutoff: 800 eV
density cutoff ratio: 5
exchange-correlation grid ratio: 1
k mesh: 1 x 1 x 1, shifted by 0.5 0.5 0 of a step
self-consistency stop: 1e-10 eV per atom in the density residual
occupations: fixed
spin: none
net charge: 0

Cell vectors (angstrom)
a	10.887	0	0
b	0	10.887	0
c	0	0	35.8628

Atoms: element, x, y, z (angstrom)
Si	-0.2923	0.304	0.3487
Si	2.2785	2.9012	0.0927
Si	0.1085	5.0897	0.2395
Si	2.9561	7.9366	-0.0068
Si	5.8089	-0.154	-0.176
Si	8.4615	2.4597	0.3892
Si	5.1387	5.6746	0.0033
Si	8.0535	8.4899	-0.1443
Si	1.2853	1.4364	1.607
Si	4.0004	4.0558	1.2861
Si	1.3344	6.7974	1.3066
Si	4.1437	9.5879	1.1827
Si	6.7958	1.2704	1.4465
Si	9.5973	3.9889	1.7036
Si	6.8596	6.8292	1.1702
Si	9.4362	9.5318	1.4657
Si	0.0132	2.6934	3.0783
Si	2.7707	-0.018	2.6691
Si	-0.0057	8.1501	2.6958
Si	2.6759	5.4219	2.7173
Si	5.399	2.7192	2.6647
Si	8.1014	-0.048	2.877
Si	5.4869	8.1985	2.6144
Si	8.1302	5.4856	2.7012
Si	1.402	4.1299	4.2304
Si	4.0802	1.3588	4.0659
Si	1.3833	9.5112	4.0306
Si	4.0917	6.819	3.9943
Si	6.7702	4.0913	4.0325
Si	9.4695	1.3006	4.2472
Si	6.7442	9.4776	4.1574
Si	9.5197	6.8073	4.0779
Si	0.029	-0.0643	5.4663
Si	2.7582	2.7071	5.4845
Si	-0.0178	5.4778	5.5012
Si	2.7304	8.1612	5.4083
Si	5.4104	0.0155	5.4751
Si	8.1064	2.7506	5.4813
Si	5.4297	5.4529	5.392
Si	8.1675	8.1445	5.4588
Si	1.3601	1.3414	6.7991
Si	4.1247	4.0833	6.7973
Si	1.3703	6.8358	6.8242
Si	4.0457	9.5363	6.8118
Si	6.7711	1.3784	6.848
Si	9.5053	4.0922	6.8306
Si	6.7966	6.7821	6.7807
Si	9.538	9.4922	6.8156
Si	-0.006	2.6937	8.1458
Si	2.6851	0.0022	8.1905
Si	-0.0213	8.1528	8.2036
Si	2.7708	5.4518	8.127
Si	5.4295	2.746	8.2253
Si	8.1949	0.0082	8.1413
Si	5.4706	8.1905	8.1214
Si	8.1349	5.4479	8.1764
Si	1.4081	4.0584	9.4286
Si	4.0512	1.359	9.5527
Si	1.2911	9.5556	9.5467
Si	4.1461	6.823	9.4798
Si	6.8174	4.1021	9.5746
Si	9.5178	1.3546	9.5422
Si	6.8488	9.5361	9.4932
Si	9.4749	6.7995	9.5531
Si	-0.0769	-0.0043	10.9724
Si	2.6874	2.7403	10.9008
Si	-0.0036	5.3499	10.7389
Si	2.7309	8.1757	10.7565
Si	5.4993	0.0094	10.8342
Si	8.1597	2.7054	10.913
Si	5.5247	5.5385	10.923
Si	8.144	8.2031	10.957
Si	1.291	1.3809	12.2822
Si	4.1267	4.1506	12.1542
Si	1.3306	6.7698	11.978
Si	4.1348	9.4941	12.0902
Si	6.769	1.3804	12.2932
Si	9.6326	4.0029	12.1976
Si	6.8649	6.8744	12.4259
Si	9.4181	9.5588	12.4134
Si	-0.1077	2.6208	13.7799
Si	2.8952	0.0927	13.3746
Si	0.1165	8.1092	13.4277
Si	2.6439	5.4597	13.3604
Si	5.5022	2.9131	13.5913
Si	7.96	0.0448	13.8558
Si	5.2827	8.2168	13.7073
Si	8.5291	5.5101	13.5643
Si	1.4609	4.0397	14.765
Si	3.9933	1.6147	14.833
Si	1.7174	9.3613	14.5187
Si	3.6419	6.9179	14.8795
Si	7.24	4.0675	14.782
Si	9.1414	1.5194	15.3016
Si	6.1574	9.9136	15.16
Si	10.1841	6.5752	15.0119
Si	6.874	4.0157	33.9367
Si	14.2816	-7.0913	27.559
Si	2.5058	8.7455	17.1722
Si	2.1688	2.4217	17.1599
Si	8.6057	11.0922	18.0115
Si	1.7679	5.108	22.5756
Si	15.506	18.1255	18.7823
Si	15.932	-0.9594	19.866
Si	5.3958	5.0875	16.7709
Si	8.8779	2.9099	24.7848
Si	8.5263	5.342	18.4713
Si	11.5386	18.8157	19.101
Si	10.8586	2.7215	22.4995
Si	4.3651	0.448	17.489
Si	12.8943	9.8737	20.9562
Si	4.5481	18.5319	23.6505
Si	-1.6202	-1.1296	23.3257
Si	7.1506	2.8517	17.3111
Si	11.2846	10.7267	17.0019
Si	8.1249	8.1374	17.0101
Si	15.3098	-0.2794	24.9279
Si	4.0361	-6.2068	24.637
Si	10.4817	17.8918	23.509
Si	13.7926	-3.7226	21.1246
Si	7.4157	5.5165	29.6731
Si	9.0643	6.9699	20.7598
Si	10.1875	9.4555	27.9076
Si	0.8659	-3.4689	28.7685
Si	23.8802	15.9166	29.8493
Si	8.5702	15.3612	27.3355
Si	-0.6899	-10.4949	25.6461
Si	2.4534	1.4896	33.0862
Si	9.7041	-2.8135	32.9236
Si	1.6437	11.1997	23.7603
Si	16.896	2.1754	24.8327
Si	21.1614	0.4909	20.7231
Si	-1.7972	18.9353	30.0771
Si	-4.6811	12.4361	30.1094
Si	-1.9702	3.0024	29.7533
Si	-5.9674	1.2157	27.3815
Si	6.8259	8.6249	21.9197
Si	15.756	4.3851	29.953
Si	5.4579	12.3217	32.8525
Si	9.5393	5.1829	33.3744
Si	11.4421	16.056	17.4336
Si	10.252	6.8623	26.5161
Si	11.1693	14.1902	31.606
Si	1.2957	-1.2119	33.8683
O	-0.9441	-5.4192	34.9178
O	-12.6893	-0.2826	24.6845
O	5.5128	0.5673	34.234
O	1.2455	4.083	35.4809
O	2.5494	2.0106	34.6191
O	-4.8531	9.8157	21.144
O	9.4353	16.6982	27.3874
O	10.0372	-4.4116	24.9714
O	0.2203	-2.0217	32.9904
O	10.1919	2.4927	30.5975
O	-0.4418	-14.5701	29.7288
O	-0.5629	-7.0005	32.847
O	5.6869	4.943	34.5128
O	2.3295	8.6068	34.5038
O	6.69	5.2851	15.8019
O	6.8266	8.7115	16.1599
N	5.0775	0.4349	15.8937
O	-2.9547	6.7787	17.9082
O	5.3842	5.9692	18.1374
N	2.6097	8.221	15.5332
O	5.5908	3.4504	17.0489
O	7.4251	1.3524	17.9155
O	7.5057	2.2681	24.2622
O	9.3862	-3.2556	16.0624
O	12.9707	-6.7076	28.4478
O	9.3086	11.2438	19.456
N	13.4899	2.7378	15.5196
O	11.7543	10.8361	20.2964
O	10.0884	7.8566	19.843
O	10.399	19.5017	23.5444
O	22.8244	6.3424	23.3434
O	11.8927	12.5822	23.2131
O	5.403	-2.243	18.9009
O	3.3421	4.4224	26.0767
O	12.3982	14.7298	17.7175
N	7.9976	2.8194	15.7953
N	11.4349	-5.4814	15.7149
O	33.4513	9.035	28.48
O	3.9168	12.5904	32.4749
O	14.1458	18.4371	17.9662
N	11.7718	9.1441	17.8242
O	0.8965	15.4387	30.7849
O	11.8034	6.4636	18.3786
O	9.8914	15.7623	17.766
O	0.919	10.3794	15.5226
O	5.2801	11.1404	18.8241
O	1.1422	12.0864	17.5049
O	0.767	14.8939	22.0382
O	4.5191	-1.8557	24.526
O	2.9076	15.348	23.5025
O	19.994	9.3581	29.1115
O	9.7397	-0.3004	22.0248
O	4.2768	6.9275	20.3135
O	12.2858	-8.5755	32.1932
O	8.9448	8.596	31.5945
O	5.9781	-5.4311	30.3959
O	7.6978	7.815	20.841
O	18.6813	9.2144	23.0494
N	12.6455	8.2426	20.4335
O	19.6619	16.4502	20.0445
O	3.3052	10.1115	17.4601
O	5.1749	14.4123	24.4147
O	2.3292	5.6763	21.1895
O	-0.5987	12.9283	21.1563
O	3.5559	12.7219	17.7885
O	18.5061	4.0159	18.3403
O	19.247	9.467	17.9423
O	15.4115	6.2495	24.5115
O	8.4049	4.087	25.7852
O	5.9853	2.0594	26.466
N	20.56	11.4052	16.7107
O	14.9335	6.8027	35.3777
O	-1.1847	14.1949	23.4635
O	-5.3132	-20.9679	28.8068
O	4.1343	16.6153	15.9541
O	5.8719	7.6202	22.7361
O	15.5154	4.4758	28.3516
O	5.5274	0.7218	24.2707
O	11.3754	-0.4241	35.0029
O	9.2561	3.2695	28.1836
O	23.8239	17.5201	29.5289
O	20.8776	-4.3724	32.6002
O	9.5288	12.2819	35.5791
O	3.3066	7.7019	22.6056
O	7.2405	15.8294	28.1459
O	14.4973	13.0662	27.5441
O	-0.7295	0.0047	27.2093
O	-3.0155	-3.8383	29.7559
O	11.5947	-0.1107	25.009
O	8.4449	4.4517	30.3668
O	5.3625	13.7943	30.3141
O	-4.801	0.7303	31.5168
O	13.97	0.4565	24.4243
O	7.7581	-8.9995	29.8443
O	9.5716	-4.3117	22.2467
O	14.4347	10.1515	20.4904
O	12.7122	-0.7499	22.5508
O	2.088	10.7958	33.0201
O	8.8419	8.2051	34.2993
O	6.8746	31.3244	35.3161
O	-7.4182	-6.1575	30.6707
O	6.2368	2.8472	33.0355
O	-10.0654	6.7895	27.2461
O	7.7145	3.305	35.0998
O	7.9404	4.9738	33.1891
O	9.7422	19.2686	26.7567
O	9.8938	1.9663	25.6141
O	4.5269	10.7598	26.5494

Results
free energy: -152232.455 eV
free energy less fixed offsets of N -386.36, O -570.45, Si -639.56 eV per atom: 0.065 eV

Forces (eV/angstrom), in the order of the atoms: element, x, y, z
Si	0.0007	-0.0002	-0.0033
Si	-0.0001	-0.0009	-0.0024
Si	-0.0005	-0.0004	-0.0032
Si	0.0002	0.0003	-0.0019
Si	-0.0006	0.0008	-0.0032
Si	0.0004	0.0005	-0.0018
Si	-0.0004	0	-0.0009
Si	0.0001	0.0011	-0.0037
Si	0.0003	0.0003	-0.0011
Si	0.0002	-0.0004	-0.0005
Si	-0.0001	0.0003	-0.001
Si	0.0004	0.0005	-0.0008
Si	-0.0009	-0.0002	0.0015
Si	-0.0005	0.0001	-0.0006
Si	-0.0001	0.0005	0.0004
Si	0.0003	-0.0002	0.001
Si	0.0001	0.0002	0.0013
Si	0.0015	0.0002	0
Si	-0.0002	-0.0001	0.0007
Si	0.0003	-0.0001	-0.0006
Si	-0.0006	-0.0004	0
Si	0	0.0001	0.001
Si	0.0011	0.0004	0
Si	-0.0003	0.0015	0.0011
Si	0.0006	0.0006	0.0012
Si	-0.0006	0.0002	-0.0003
Si	-0.0001	0.0005	0.0002
Si	-0.0004	0	-0.0009
Si	-0.0002	0.0001	0.0004
Si	-0.0004	-0.0005	0.0006
Si	-0.0004	0	-0.0006
Si	-0.0005	0	-0.001
Si	0.0001	0.0001	0.0005
Si	0.0007	0	-0.0004
Si	-0.0002	0.0004	-0.0009
Si	-0.0003	0.0005	-0.0011
Si	0	0.0002	0
Si	-0.0001	0.0002	0.0003
Si	0.0001	-0.0002	-0.0007
Si	-0.0001	0.0004	0.0005
Si	-0.0005	0.0003	0.0001
Si	0.0002	0.0004	-0.0005
Si	0.0002	0.0001	-0.0007
Si	0.0007	0.0002	-0.0005
Si	0.0007	0.0001	-0.0007
Si	0.0001	0	-0.0005
Si	-0.0003	0.0007	-0.0004
Si	-0.0004	0.0003	-0.0007
Si	-0.0003	-0.0003	0.0006
Si	0.0004	0.0003	-0.0004
Si	0	0.0006	-0.0004
Si	0.0002	0.0003	-0.0003
Si	-0.0005	0.0002	0
Si	-0.0002	0.0005	0
Si	0	0.0003	-0.0003
Si	0.0003	0.0005	-0.0003
Si	-0.0004	0.0001	-0.0004
Si	0.0009	-0.0003	0.0004
Si	-0.0001	0.0003	-0.0002
Si	0.0002	0.0001	-0.0003
Si	0.0002	0.0009	0
Si	-0.0003	0.0012	-0.0007
Si	0.0002	0.0008	-0.0006
Si	-0.0003	0	-0.0005
Si	0.0004	0.0021	-0.0002
Si	-0.0004	0.001	-0.0008
Si	-0.0001	-0.0007	-0.0001
Si	0.0008	0.0011	0.0005
Si	0.0004	0.0002	-0.0001
Si	0.0003	0	-0.0001
Si	-0.0002	0.0012	-0.0005
Si	-0.0009	0.0007	-0.0004
Si	0.0005	0.0001	0.0001
Si	0.0007	0.0003	-0.0014
Si	-0.0003	0.0008	0.0003
Si	-0.0006	0.0002	-0.0012
Si	0.0008	0.0001	-0.0005
Si	-0.0004	0.0002	-0.0011
Si	0.0002	-0.0004	-0.001
Si	-0.0003	0.0002	0.0006
Si	-0.0022	-0.0022	0.0012
Si	0.0013	0.0003	-0.0024
Si	-0.001	-0.0026	0.0007
Si	-0.0002	-0.0005	-0.0008
Si	0.0011	0.0023	0.0017
Si	-0.0005	0.0036	0.0006
Si	-0.001	0.0016	0
Si	0.0023	0.0011	-0.0009
Si	-0.0008	-0.0014	0.0049
Si	0.0026	-0.0018	-0.0009
Si	0.0058	0.0034	0.0006
Si	-0.0038	0.0012	0.0038
Si	-0.0019	0.0007	0.0018
Si	-0.0008	-0.0041	0.0016
Si	-0.0003	0.0021	0.0033
Si	-0.001	0.0031	0.0013
Si	0.0005	-0.0001	-0.0023
Si	0	0	-0.0018
Si	0.0027	0.002	0.0007
Si	-0.0008	0.0002	0.0033
Si	0.0017	-0.001	0.0024
Si	-0.0007	-0.0009	0.0011
Si	0.0001	0.0004	0.0051
Si	-0.0007	0.001	0.0027
Si	0.0001	0.0018	0.0056
Si	-0.0004	-0.0001	-0.0003
Si	0.0005	0.0019	0.0036
Si	0.0002	0.0014	0.0029
Si	-0.0001	0.0001	0.0021
Si	0.0005	0.0011	-0.001
Si	0.0009	0.0011	0.0023
Si	0.001	-0.0006	-0.0002
Si	0.0002	-0.0009	0.0005
Si	0.0001	-0.0001	0.003
Si	0.0001	-0.0021	0.0002
Si	0.0016	0.0014	0.0025
Si	0.0004	0.0008	0.0006
Si	0	-0.0004	-0.0013
Si	0.0005	-0.0004	-0.0002
Si	-0.0002	-0.0011	0.0013
Si	0	-0.0007	-0.0002
Si	0.001	0.0019	0.0023
Si	-0.0004	-0.0014	-0.003
Si	-0.0002	-0.0034	-0.0031
Si	0.0004	0.0003	-0.0027
Si	0.0063	0.006	0
Si	-0.0008	0.0009	-0.0011
Si	0	0.0005	-0.0016
Si	-0.0011	0.0002	-0.0027
Si	0.0008	0.0011	0.001
Si	0.0007	0.0001	0
Si	0.0009	0.0012	0.0023
Si	-0.0003	0.0004	-0.0038
Si	0	0.0002	-0.0033
Si	-0.0007	-0.0012	-0.002
Si	0.0011	0.0001	-0.0017
Si	-0.0002	-0.0003	0.0028
Si	-0.0021	-0.0009	-0.0012
Si	0	-0.001	-0.004
Si	0.0012	-0.0007	-0.0021
Si	0.0009	0.0002	0.0086
Si	-0.0034	-0.0023	-0.0002
Si	0.0001	0.001	-0.0041
Si	-0.0001	0.0003	-0.0011
O	0.0009	0	0.0011
O	0.0022	0.0011	0.0007
O	0.0012	-0.0018	0.0026
O	0.0002	0.0002	-0.0013
O	0.0004	0.0009	0.0018
O	0.0003	0.0008	-0.0013
O	-0.0062	-0.007	-0.0007
O	0.0004	-0.0006	-0.0008
O	0.0001	0.0011	-0.0003
O	0	0.0015	0.0011
O	-0.0005	-0.0017	0.0002
O	-0.0002	0.0013	0.0015
O	0.0006	0.0001	0.0003
O	-0.0007	-0.0001	0.0011
O	0.0031	-0.0009	-0.0027
O	-0.0019	-0.0018	-0.0011
N	-0.0013	0	0.0008
O	0.0006	0.0019	-0.0018
O	0	-0.0019	-0.0055
N	0.0051	-0.0013	-0.0009
O	0.0018	0.0022	-0.0031
O	-0.0016	0.0024	-0.0011
O	0.001	0.0005	0.0012
O	0.0008	-0.0012	0.0006
O	-0.0002	-0.0003	0.0005
O	-0.0001	0.0009	-0.0041
N	0.0012	0.0018	-0.004
O	-0.001	0.0002	-0.0023
O	0.0014	0.0007	-0.0039
O	0.0004	-0.0004	0.0002
O	-0.0012	-0.0003	-0.0003
O	-0.0007	-0.0005	0.0001
O	-0.0002	0.0001	-0.0001
O	0.0014	0.0002	0.0017
O	-0.0003	0.0008	0.0003
N	-0.0014	0.0011	-0.0026
N	0.0015	0.0031	-0.0022
O	-0.0004	-0.002	0.0008
O	-0.0006	-0.0014	0.0035
O	-0.001	0.001	-0.0028
N	-0.0013	0.0033	-0.0058
O	-0.0015	-0.0023	0.0014
O	-0.0002	-0.0016	-0.0026
O	0.0021	-0.0001	-0.0006
O	-0.0004	0.0026	0
O	-0.0005	0.0005	-0.0023
O	0.0011	0.001	-0.001
O	0.0009	-0.0005	-0.0002
O	0.0009	0.0006	-0.0011
O	0.0002	0.0008	-0.0011
O	-0.001	-0.001	0.0001
O	-0.0002	-0.0011	-0.0024
O	0.0007	0.0002	-0.0033
O	0.001	-0.0012	0.0014
O	0.0007	-0.0003	0.0021
O	-0.0002	0.0009	0.0042
O	0.001	0	-0.0022
O	0.0001	-0.0005	-0.0006
N	-0.0005	0	-0.0026
O	0.0003	0.0001	-0.0057
O	-0.0007	-0.0023	0.0008
O	-0.0001	0.0002	-0.0001
O	-0.0004	0.0013	-0.0015
O	-0.0009	-0.0013	-0.0004
O	0	0.0006	-0.0013
O	-0.0002	-0.0008	-0.0032
O	0.0007	0.0018	-0.0048
O	0.0001	0.0006	-0.0001
O	0.0003	0.0007	0.0006
O	0.0007	0.0001	0.0006
N	0.0005	0.0004	-0.0013
O	-0.0003	0.0001	0.002
O	0.0011	0.0005	0.0004
O	0.0003	0	0.0007
O	0.0015	-0.001	0.0014
O	0.0005	-0.0007	-0.0004
O	0.0004	-0.0004	0.0019
O	0.0001	0.0004	0.0002
O	-0.0025	-0.0004	0.001
O	-0.0015	0.0022	0.0015
O	-0.0019	-0.0019	0.0007
O	-0.0004	-0.0006	-0.0005
O	-0.0001	0	0.006
O	0.0002	0.0003	-0.0006
O	0.0028	-0.0018	0.0037
O	0.0009	0.0015	0.0002
O	0.0004	0.0004	0.0004
O	-0.0005	-0.0014	0.0018
O	0.0002	0.0008	0.0006
O	-0.002	0.0003	0.0024
O	0.0004	-0.0008	-0.0004
O	-0.0009	0.0009	0.0024
O	-0.0002	-0.0001	-0.0006
O	-0.0001	0.0002	0.0003
O	0.0016	0.0003	-0.0015
O	0.0011	0.0003	-0.0007
O	0	0.0002	-0.0018
O	0.0006	0.0007	0.0001
O	-0.0002	0.0003	0.002
O	-0.0003	-0.0013	0.0014
O	-0.0007	-0.0001	0.0003
O	0.0007	0.0011	0.0037
O	-0.0023	0.0009	0.0015
O	0.0001	0.0003	-0.0002
O	-0.0005	-0.0009	0.0001
O	0.0007	0.0016	0.0023
O	0.0002	-0.0008	0.0007
O	-0.0002	0.0004	0.0014

The program warned: the cutoff lies below the one the program advises for these potential files; the forces do not sum to zero within the program's tolerance; empty levels may hold ghost states of the PAW files; the exchange-correlation potential is rough where the density is thin.
